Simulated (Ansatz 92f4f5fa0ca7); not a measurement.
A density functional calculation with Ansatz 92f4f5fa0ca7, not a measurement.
Periodic cell of 315 atoms, Si221O94, from a study of silicon, its oxide and their interface. The atomic structure is a simulated model.
Doubt: the cutoff is far below the 930 eV that the study's wrapper takes by default for these files, so forces and energies are approximate.

Settings: functional PBE; potential files Ansatz PAW; basis plane waves; wave-function cutoff 580 eV; density cutoff ratio 5; exchange-correlation grid ratio 1; k mesh 1 x 1 x 1, Gamma-centred; self-consistency stop 5e-08 eV per atom in the density residual; occupations fixed; spin none; net charge 0.

Cell vectors (angstrom)
a	11.6015	0	0
b	0	10.938	0
c	0	0	44.185

Atoms: element, x, y, z (angstrom)
Si	0	0	43.2165
Si	3.8672	0	43.2165
Si	7.7343	0	43.2165
Si	1.9336	1.3673	43.2165
Si	5.8008	1.3673	43.2165
Si	9.6679	1.3673	43.2165
Si	0	5.469	43.2165
Si	3.8672	5.469	43.2165
Si	7.7343	5.469	43.2165
Si	1.9336	6.8362	43.2165
Si	5.8008	6.8362	43.2165
Si	9.6679	6.8362	43.2165
Si	1.9336	2.7345	41.283
Si	5.8008	2.7345	41.283
Si	9.6679	2.7345	41.283
Si	0	4.1018	41.283
Si	3.8672	4.1018	41.283
Si	7.7343	4.1018	41.283
Si	1.9336	8.2035	41.283
Si	5.8008	8.2035	41.283
Si	9.6679	8.2035	41.283
Si	0	9.5708	41.283
Si	3.8672	9.5708	41.283
Si	7.7343	9.5708	41.283
Si	0	0	2.8987
Si	3.8672	0	2.8987
Si	7.7343	0	2.8987
Si	1.9336	1.3673	2.8987
Si	5.8008	1.3673	2.8987
Si	9.6679	1.3673	2.8987
Si	0	5.469	2.8987
Si	3.8672	5.469	2.8987
Si	7.7343	5.469	2.8987
Si	1.9336	6.8362	2.8987
Si	5.8008	6.8362	2.8987
Si	9.6679	6.8362	2.8987
Si	1.9336	2.7345	0.9651
Si	5.8008	2.7345	0.9651
Si	9.6679	2.7345	0.9651
Si	0	4.1018	0.9651
Si	3.8672	4.1018	0.9651
Si	7.7343	4.1018	0.9651
Si	1.9336	8.2035	0.9651
Si	5.8008	8.2035	0.9651
Si	9.6679	8.2035	0.9651
Si	0	9.5708	0.9651
Si	3.8672	9.5708	0.9651
Si	7.7343	9.5708	0.9651
Si	0.0306	0.0152	6.7605
Si	3.8955	0.0272	6.7386
Si	7.765	0.0225	6.7598
Si	1.9599	1.3868	6.7616
Si	5.8309	1.3889	6.7667
Si	9.701	1.3863	6.7726
Si	0.0225	5.4858	6.7625
Si	3.8977	5.491	6.7539
Si	7.7682	5.4874	6.7543
Si	1.9582	6.8494	6.7679
Si	5.8355	6.8509	6.7604
Si	9.6956	6.8594	6.7731
Si	1.9336	2.7345	4.8323
Si	5.8008	2.7345	4.8323
Si	9.6679	2.7345	4.8323
Si	0	4.1018	4.8323
Si	3.8672	4.1018	4.8323
Si	7.7343	4.1018	4.8323
Si	1.9336	8.2035	4.8323
Si	5.8008	8.2035	4.8323
Si	9.6679	8.2035	4.8323
Si	0	9.5708	4.8323
Si	3.8672	9.5708	4.8323
Si	7.7343	9.5708	4.8323
Si	-0.1941	-0.0993	31.6021
Si	3.7061	0.0129	31.5707
Si	7.661	-0.0803	31.6814
Si	1.7123	1.2853	31.52
Si	5.71	1.2606	31.6325
Si	9.4758	1.3725	31.6969
Si	-0.0006	5.2882	31.5061
Si	3.9561	5.2171	31.6403
Si	7.4919	5.5442	31.4744
Si	1.997	6.5844	31.7277
Si	5.5505	6.928	31.5889
Si	9.6334	6.6196	31.5402
Si	1.8573	2.6097	33.5145
Si	5.7904	2.6382	33.5762
Si	9.6018	2.7809	33.5671
Si	11.5904	4.0491	33.537
Si	3.8251	3.9225	33.5788
Si	7.6385	4.1465	33.4849
Si	1.8488	8.0681	33.6148
Si	5.6568	8.2213	33.5482
Si	9.567	8.0312	33.5121
Si	11.484	9.4361	33.5332
Si	3.7113	9.5611	33.5392
Si	7.6565	9.4513	33.5596
Si	11.5204	-0.0744	35.4552
Si	3.7916	-0.0381	35.4853
Si	7.6969	-0.0663	35.4745
Si	1.8518	1.2941	35.478
Si	5.7619	1.2832	35.4998
Si	9.605	1.3369	35.4665
Si	11.5423	5.4229	35.4795
Si	3.7974	5.4	35.4649
Si	7.6448	5.4414	35.4669
Si	1.869	6.7737	35.5587
Si	5.7052	6.8001	35.4575
Si	9.5964	6.7656	35.4946
Si	1.8858	2.6948	37.4065
Si	5.7619	2.6887	37.4173
Si	9.6204	2.7008	37.4145
Si	-0.0466	4.0642	37.4187
Si	3.8284	4.0573	37.416
Si	7.6836	4.0697	37.4055
Si	1.8916	8.1819	37.4509
Si	5.7531	8.1702	37.4077
Si	9.6277	8.1616	37.4185
Si	-0.0491	9.5383	37.4221
Si	3.8252	9.5432	37.4263
Si	7.6969	9.5309	37.4251
Si	-0.0273	-0.0131	39.3444
Si	3.845	-0.012	39.3486
Si	7.7115	-0.019	39.3467
Si	1.9083	1.3523	39.3521
Si	5.7806	1.3495	39.3597
Si	9.6405	1.3527	39.3547
Si	-0.0226	5.4489	39.3442
Si	3.8446	5.447	39.3414
Si	7.7089	5.4493	39.3383
Si	1.9113	6.8145	39.3677
Si	5.7758	6.82	39.3495
Si	9.6451	6.8152	39.3569
Si	1.9828	2.7837	8.6729
Si	5.8568	2.7825	8.6837
Si	9.7232	2.767	8.7013
Si	0.0473	4.1474	8.7099
Si	3.9195	4.1494	8.6943
Si	7.7991	4.1404	8.6909
Si	1.9871	8.234	8.6898
Si	5.8631	8.2449	8.6706
Si	9.7157	8.2474	8.6983
Si	0.0555	9.6032	8.6999
Si	3.9177	9.5953	8.6487
Si	7.7878	9.6218	8.7053
Si	11.6887	0.065	10.6209
Si	3.935	0.0543	10.5475
Si	7.7977	0.0624	10.6527
Si	2.0031	1.4398	10.6103
Si	5.868	1.4177	10.6159
Si	9.7535	1.4057	10.6435
Si	11.6707	5.5619	10.6295
Si	3.9713	5.5482	10.6227
Si	7.8427	5.5133	10.6279
Si	2.0189	6.8969	10.6472
Si	5.9103	6.8835	10.6005
Si	9.7514	6.9213	10.6605
Si	2.0002	2.9575	12.4495
Si	5.9071	2.7634	12.5686
Si	9.8278	2.7568	12.5894
Si	11.6459	4.2874	12.6109
Si	3.9797	4.1877	12.5541
Si	7.8692	4.0931	12.5292
Si	1.996	8.2752	12.5813
Si	5.8952	8.2139	12.5511
Si	9.7708	8.3783	12.5631
Si	11.7231	9.7197	12.6048
Si	3.9708	9.6226	12.4495
Si	7.8087	9.6423	12.5999
Si	11.9632	0.1832	14.5498
Si	3.9909	0.1988	14.2678
Si	7.9875	0.0319	14.5788
Si	2.1415	1.691	14.3701
Si	6.041	1.3748	14.5124
Si	9.9077	1.4108	14.5929
Si	11.4974	5.674	14.6146
Si	3.8447	5.5175	14.523
Si	7.9294	5.492	14.4245
Si	1.9512	6.9302	14.5803
Si	5.8837	6.7128	14.4304
Si	9.6389	7.1232	14.5338
O	3.7434	4.6694	15.9571
O	6.0321	7.7333	15.7342
O	3.6159	10.0127	15.4347
O	9.8158	2.369	15.9549
O	2.0822	2.5881	15.7915
O	9.4982	7.9348	16.0084
O	8.0795	10.159	16.0316
O	2.085	7.8986	15.9381
O	6.132	2.4083	15.8251
O	11.0913	4.7128	15.9414
O	8.3679	4.6113	15.7884
O	0.8926	10.2545	15.9046
O	4.9949	7.7048	30.1726
O	9.1298	2.3329	30.3524
O	11.4097	9.8463	30.2577
O	4.3622	4.393	30.2029
O	3.7552	10.0404	30.1726
O	2.3295	7.815	30.6552
O	5.8189	2.1695	30.2412
O	9.8495	7.6243	30.2502
O	1.5424	2.1806	30.116
O	7.0703	4.5598	30.1898
O	0.0149	4.3542	30.1169
O	7.9651	10.025	30.2603
Si	3.5693	8.4641	29.8091
Si	0.5443	5.364	24.0943
Si	8.7029	8.9946	16.991
Si	1.553	7.9728	19.9128
Si	3.6572	2.87	25.0101
Si	9.6053	9.4996	22.3394
Si	1.8654	4.6743	26.7638
Si	6.2877	9.4322	26.4759
Si	1.4514	5.1557	19.1573
Si	6.1	4.8859	18.9598
Si	0.5737	3.1189	29.1886
Si	9.7163	3.9312	16.4304
Si	7.483	1.0541	24.9375
Si	1.841	7.9557	22.9465
Si	7.9727	4.9578	21.3821
Si	1.0449	9.6294	25.3981
Si	5.8745	0.4093	19.4992
Si	3.3028	1.4098	20.7859
Si	7.1626	3.5799	26.98
Si	3.9925	9.9796	22.6966
Si	10.5401	0.5361	24.4321
Si	9.3126	2.1835	28.7258
Si	3.9264	9.0915	18.7342
Si	5.5506	4.6685	23.2556
Si	3.7817	10.9215	25.7251
Si	8.3515	10.1465	28.6755
Si	2.9624	3.5152	16.8151
Si	10.3072	3.9932	19.4999
Si	0.9794	2.501	23.3466
Si	0.4835	1.4874	20.3382
Si	5.7664	3.696	29.6662
Si	9.3738	6.748	23.5109
Si	10.7594	8.6379	29.3674
Si	5.7476	2.3646	17.4072
Si	6.8804	10.8299	22.2103
Si	10.6625	9.6847	19.4483
Si	6.1068	7.4909	17.3402
Si	2.3088	9.4884	16.2549
Si	1.6602	7.6493	27.6934
Si	6.9124	6.4261	25.3934
Si	3.7119	4.3702	20.9606
O	4.1189	2.5793	17.5029
O	0.3488	8.7468	19.1553
O	4.6524	7.8866	17.9423
O	4.7424	9.9648	26.6464
O	2.4437	2.3264	24.051
O	3.1599	0.1218	21.7817
O	4.105	1.5785	25.9255
O	1.9658	4.1962	17.9303
O	6.3042	0.9435	18.0191
O	5.8933	3.5547	28.0372
O	3.0151	8.3747	28.2723
O	6.3327	7.8363	26.0368
O	1.8226	6.7111	18.9122
O	8.0194	9.7363	22.5389
O	2.1272	6.1073	27.4832
O	2.1972	10.6345	25.9825
O	7.067	9.5437	27.8955
O	10.9314	2.2861	28.5124
O	0.7633	4.0919	23.1013
O	0.6969	4.8811	25.6451
O	5.881	5.9435	24.2194
O	1.6351	6.5393	23.7377
O	8.5488	3.3304	27.8403
O	5.522	9.9412	22.18
O	8.6118	6.2282	22.1666
O	7.0403	2.3844	25.826
O	6.9869	10.5235	25.4735
O	1.2076	9.184	23.8299
O	3.3904	8.454	22.7331
O	3.5143	2.848	21.5274
O	4.6217	4.6538	19.6256
O	8.6776	0.7537	28.2482
O	2.194	4.7899	20.5674
O	2.0192	1.4168	19.761
O	7.4613	8.2856	17.8178
O	10.0141	8.2089	23.229
O	11.2114	10.404	25.4814
O	7.0396	0.4569	20.6575
O	3.1855	4.0918	25.9948
O	4.9248	3.4324	24.1321
O	8.3591	6.8175	24.7687
O	9.6962	9.2824	28.3069
O	6.5421	3.4696	18.2993
O	11.2439	0.1978	19.8644
O	9.1067	1.034	24.9884
O	4.6768	1.3848	19.9486
O	0.7488	1.716	21.937
O	1.1511	8.272	26.2796
O	11.4328	5.1797	19.4241
O	5.2124	-1.047	19.3008
O	-0.1255	1.8635	24.3564
O	10.6037	5.7895	23.9077
O	10.3939	10.7994	22.9381
O	4.0863	10.5661	24.1866
O	1.1249	7.7561	21.4822
O	9.7052	9.6402	18.1214
O	1.4505	3.6329	27.9292
O	9.8528	9.1848	20.7669
O	2.7846	9.7846	17.7856
O	9.2233	4.0951	20.7362
O	4.4066	5.1846	22.1944
O	6.9515	1.0848	23.3574
O	6.1917	5.917	17.7146
O	9.5567	3.9626	18.0526
O	7.1029	5.4579	20.1028
O	7.1526	5.1117	26.3665
O	11.204	2.6734	19.7129
O	0.3467	7.7829	28.6608
O	6.9284	4.2023	22.4328
O	3.0243	8.6767	20.017

Results
free energy: -193946.784 eV
free energy less fixed offsets of O -568.88, Si -635.61 eV per atom: -2.254 eV

Forces (eV/angstrom), in the order of the atoms: element, x, y, z
Si	-0.0056	0.0399	0.0044
Si	-0.0053	0.0286	0.0049
Si	-0.0096	0.0406	0.0049
Si	-0.0029	-0.0406	-0.0083
Si	-0.0104	-0.0336	-0.0023
Si	-0.0072	-0.0386	-0.0059
Si	-0.0075	0.0452	0.0018
Si	-0.0078	0.0454	0.0005
Si	-0.006	0.0459	-0.0036
Si	-0.0094	-0.015	0.0094
Si	-0.0061	-0.0418	-0.0052
Si	-0.007	-0.0369	-0.0007
Si	-0.0288	-0.0056	-0.0166
Si	-0.0081	-0.0023	0.0215
Si	-0.0276	-0.004	0.0037
Si	-0.0156	-0.095	0.0119
Si	-0.0152	-0.0857	0.0085
Si	-0.0295	-0.0715	-0.0153
Si	-0.0109	-0.026	0.0693
Si	-0.024	-0.0181	-0.0297
Si	-0.0267	-0.0182	-0.0044
Si	-0.0282	-0.0705	-0.0102
Si	-0.0238	-0.0732	0.0101
Si	-0.0147	-0.0902	0.0261
Si	0.0079	0.0425	0.0043
Si	0.0082	0.0052	-0.0151
Si	0.0093	0.0437	0.0041
Si	0.0104	-0.0323	-0.0099
Si	0.0074	-0.0375	-0.0031
Si	0.0074	-0.0446	0.0005
Si	0.012	0.0448	0.0101
Si	0.0058	0.0372	0.0014
Si	0.0104	0.034	0.0019
Si	0.0105	-0.0333	-0.0039
Si	0.009	-0.0304	-0.0103
Si	0.008	-0.0458	-0.0014
Si	0	0.033	0.005
Si	0.0001	0.0318	0.005
Si	0.0002	0.0371	0.0078
Si	0.0011	-0.0394	-0.0075
Si	0.0005	-0.0374	-0.007
Si	-0.0009	-0.0359	-0.0077
Si	0.0029	0.0262	0.0098
Si	-0.0028	0.0348	0.0013
Si	0.0008	0.0391	0.0057
Si	0.0018	-0.0382	-0.0036
Si	-0.001	-0.0201	-0.0109
Si	-0.0006	-0.0391	-0.0026
Si	-0.0093	0.0545	0.0058
Si	0.0164	0.0085	-0.0033
Si	0.0127	0.0673	0.0217
Si	-0.0023	-0.0545	0.0048
Si	0.0221	-0.0563	-0.0065
Si	0.0031	-0.0564	-0.0099
Si	0.0136	0.051	-0.0009
Si	-0.0062	0.0597	0.0168
Si	0.0055	0.0399	0.0057
Si	0.0105	-0.0598	-0.001
Si	-0.0056	-0.0479	-0.0103
Si	0.0127	-0.0674	0.0013
Si	0.0132	0.1009	-0.0737
Si	0.028	0.1017	-0.0459
Si	0.0373	0.0822	-0.0078
Si	0.0091	0.01	0.0119
Si	0.0322	0.0009	-0.0113
Si	0.0347	0.0028	-0.0273
Si	0.0122	0.0802	-0.0048
Si	0.0346	0.0915	-0.0599
Si	0.0283	0.0978	-0.009
Si	0.0266	0.0053	-0.0045
Si	0.0254	0.0237	-0.1037
Si	0.0272	0.0137	0.0202
Si	-0.0098	0.0015	-0.0037
Si	-0.001	0.0072	0.0041
Si	-0.0091	-0.0004	-0.0109
Si	-0.0022	-0.0061	-0.0062
Si	-0.0045	-0.0093	-0.0038
Si	0.003	-0.0031	-0.0104
Si	-0.0025	0.0065	-0.0039
Si	0.0001	0.0135	-0.0048
Si	-0.0039	0.0077	0.0001
Si	-0.0062	-0.0055	-0.0073
Si	-0.0016	-0.0094	0.004
Si	0.0036	-0.0033	-0.0041
Si	-0.0028	0.001	0.0132
Si	-0.0054	-0.0009	0.0143
Si	-0.0092	-0.0002	0.025
Si	0.0007	0.0085	0.0109
Si	0.001	0.0016	0.0191
Si	0.0027	0.0019	0.0028
Si	-0.0027	-0.0002	0.0229
Si	-0.0062	0.0004	0.0085
Si	-0.0057	-0.0015	0.0095
Si	0.0017	0.003	0.0071
Si	-0.0076	-0.0065	0.0099
Si	0.0011	0.0059	0.0186
Si	0.0009	-0.0098	-0.0027
Si	0.0078	0.0084	0.0031
Si	0.0065	-0.0174	0.0101
Si	0.0009	-0.0024	-0.01
Si	0.0078	-0.004	-0.0039
Si	0.0025	0.0037	-0.005
Si	0.0036	-0.0097	0.0053
Si	-0.0065	-0.0067	-0.0009
Si	0.004	0.002	0.0021
Si	0.0084	0.004	0.0104
Si	0.0016	-0.0041	-0.0109
Si	0.0081	0.0029	-0.0037
Si	-0.0334	0.0268	-0.0557
Si	0.0032	0.0032	-0.0268
Si	0.0151	0.0076	-0.0572
Si	0.0156	-0.0418	-0.0634
Si	-0.019	-0.0445	-0.0838
Si	-0.014	-0.0176	-0.0564
Si	0.013	-0.0205	-0.0086
Si	-0.0094	0.0242	-0.0635
Si	-0.0075	0.009	-0.0194
Si	-0.0259	-0.0112	-0.0614
Si	0.0204	-0.0119	-0.0466
Si	0.027	-0.0349	-0.089
Si	0.0046	0.0508	0.0096
Si	-0.0118	0.0554	0.0029
Si	-0.011	0.0543	0.0047
Si	0.0019	-0.056	-0.0065
Si	-0.0154	-0.0442	-0.0055
Si	-0.0052	-0.0418	-0.0025
Si	-0.0196	0.072	0.0033
Si	-0.0001	0.0621	0.0029
Si	0.0017	0.0533	0.0182
Si	-0.0142	-0.0234	0.0095
Si	0.0103	-0.0584	-0.0073
Si	-0.0056	-0.0557	-0.009
Si	0.0259	0.03	0.067
Si	-0.0235	0.0327	0.0885
Si	-0.0014	0.0092	0.0506
Si	-0.0044	-0.0194	0.0436
Si	0.0076	-0.028	0.0589
Si	-0.0089	-0.0034	0.0333
Si	-0.018	0.0106	0.0458
Si	0.0321	0.0207	0.0724
Si	-0.0225	0.0491	0.0801
Si	0.0108	-0.0175	0.0595
Si	-0.0071	0.0505	0.0079
Si	0.0147	-0.0224	0.041
Si	0.0019	0.0007	0.0051
Si	-0.0055	0.0016	-0.0086
Si	-0.0051	0.009	0.0194
Si	-0.0071	0.0067	-0.0076
Si	-0.0161	0.0059	-0.0072
Si	-0.0052	-0.001	0.0008
Si	-0.011	0.0011	0.0096
Si	-0.0038	-0.007	0.0125
Si	-0.0094	-0.0029	0.001
Si	-0.004	-0.0078	0.0055
Si	-0.0022	0.0184	-0.0039
Si	-0.0068	0.0079	-0.0019
Si	-0.0092	-0.0152	-0.0153
Si	0.0009	-0.0088	-0.0081
Si	0.001	-0.0087	-0.0046
Si	0.0193	0.0002	-0.0042
Si	0.0129	0.003	-0.0035
Si	0.0043	0.0018	-0.0098
Si	0.0146	0.0085	0.0035
Si	0.0038	-0.0105	-0.0054
Si	0.0057	-0.0042	-0.004
Si	0.0025	0.0053	-0.0147
Si	-0.0052	-0.0008	-0.0221
Si	-0.0015	-0.0016	-0.0098
Si	0.0055	-0.0035	0.0007
Si	-0.0014	0.003	0.0007
Si	-0.0007	-0.0022	0.0043
Si	0.0105	0.0031	0.0003
Si	-0.0006	-0.0028	0.0161
Si	0.0077	0.0026	0.009
Si	-0.006	0.0149	0.004
Si	0.0062	0.0136	0.0033
Si	-0.0057	0.0062	-0.0034
Si	0.004	-0.0139	0.0039
Si	0.003	-0.0131	0.0188
Si	-0.0031	-0.0039	-0.0017
O	0.0009	-0.0013	-0.0024
O	0.0025	0.0043	0.0083
O	0.0109	0.0052	-0.0075
O	0.0024	-0.0033	-0.002
O	-0.0028	0.0097	0.0048
O	0.004	0.005	0.0061
O	0.0039	0.0137	-0.0121
O	-0.0006	0.0077	-0.0015
O	0.0021	0.0014	-0.0018
O	0.0062	-0.0043	0.0007
O	0.0014	-0.002	0.0004
O	-0.0026	0.0093	-0.0066
O	0	-0.0028	0.0052
O	-0.0016	-0.0053	0.0108
O	0.0011	0.0044	0.0042
O	-0.0035	-0.0079	-0.0021
O	-0.0002	0.0021	0.0037
O	-0.0058	-0.0038	0.0091
O	-0.001	-0.0043	0.01
O	-0.0046	-0.0077	0.0107
O	0.0008	-0.0094	0.0169
O	-0.0018	-0.0033	-0.002
O	0.0003	-0.003	0.0049
O	-0.0026	0.0046	0.0086
Si	0.0015	-0.0069	-0.0025
Si	0.0007	-0.0012	-0.0007
Si	0.0008	-0.0094	0.0029
Si	0	-0.0004	-0.0017
Si	-0.0015	0.0003	-0.0038
Si	-0.0016	-0.0033	-0.0044
Si	-0.001	0.004	0.003
Si	-0.002	-0.0032	0.0042
Si	0.0014	0.0024	-0.0016
Si	0.0004	0.0024	-0.0124
Si	-0.0076	0.0031	-0.0003
Si	-0.0013	0.007	-0.0005
Si	-0.0006	-0.0019	-0.002
Si	0.0007	-0.0016	-0.0034
Si	-0.0044	0.0022	-0.0058
Si	-0.0016	-0.0042	0.0005
Si	-0.0052	-0.0018	-0.007
Si	0.0001	0.0037	-0.0071
Si	-0.0002	0.0006	0.0034
Si	-0.0042	-0.0003	-0.0058
Si	0.0006	-0.0023	-0.0002
Si	-0.0004	-0.006	0.0025
Si	0.0047	-0.0061	-0.01
Si	-0.0023	-0.001	-0.0048
Si	-0.0003	-0.0029	-0.002
Si	0.0012	-0.004	0.0037
Si	0.0078	-0.0021	-0.0055
Si	0.0034	-0.0045	-0.0017
Si	-0.0014	0.0005	-0.0027
Si	0.0051	-0.0038	-0.005
Si	-0.003	0.0061	0.0027
Si	-0.0021	-0.0021	-0.0012
Si	0.0002	-0.0062	-0.0001
Si	0.0013	-0.0017	0.0035
Si	-0.0001	0.001	-0.0052
Si	0.0042	0.0006	-0.0067
Si	-0.0048	0.002	-0.006
Si	0.002	-0.0049	0.0004
Si	-0.0071	-0.0044	0.0072
Si	-0.0008	0.0017	-0.0002
Si	-0.0019	-0.0041	-0.0072
O	-0.0026	0.0018	0.0001
O	-0.0026	0.0031	0.0039
O	-0.0019	0.0013	0
O	-0.0039	0.0007	0.0029
O	-0.0003	0.0007	0.0018
O	0.0007	-0.0056	0.0037
O	-0.0005	-0.0015	0.0011
O	-0.0005	0.0031	0.0025
O	-0.0012	-0.0017	0.0036
O	-0.0027	-0.004	0.0034
O	0.0025	0.0017	0.003
O	0.0001	-0.0008	-0.0013
O	0.0011	-0.0014	-0.001
O	0.0021	-0.0025	-0.0004
O	-0.0012	-0.0018	-0.0013
O	0.0001	0.0008	0.001
O	-0.0029	-0.0011	-0.0006
O	0.0005	0.0001	-0.0002
O	-0.0006	-0.0015	0.002
O	-0.0008	-0.0018	-0.0011
O	0.0001	-0.0006	0.0011
O	-0.0003	-0.0007	0.0011
O	-0.0035	-0.0011	-0.0004
O	-0.0011	-0.0023	0.0021
O	-0.0001	0.001	0.0027
O	-0.0024	-0.0031	0.0029
O	0.0019	0.0005	-0.0001
O	-0.0025	-0.0002	0.0018
O	0.0006	-0.0017	0.0024
O	0.002	0.0016	0.0022
O	-0.0014	-0.0033	0.0042
O	-0.0015	0.0033	0.0031
O	0.0001	-0.0015	0.0013
O	-0.0036	0.0004	0.0015
O	-0.0001	-0.0004	-0.0015
O	-0.0008	-0.0001	0.002
O	-0.0019	0.0007	0.0009
O	0.002	0.0004	0.007
O	-0.0001	-0.0032	-0.0023
O	-0.0011	-0.0003	0.0033
O	-0.0001	-0.0029	0.0019
O	-0.0043	0.0014	0.001
O	-0.0005	-0.001	0.0034
O	-0.0049	-0.0014	0.0031
O	-0.0004	0.0001	-0.0005
O	-0.0006	0.0003	-0.0037
O	-0.0022	0.0013	0.0063
O	-0.0027	0.0017	-0.0012
O	-0.0035	-0.0011	0.0013
O	0.0058	0.0037	0.0021
O	-0.0025	-0.0009	0.0017
O	-0.0008	0.0013	0.0006
O	-0.001	0.0011	0.002
O	0.0003	-0.0002	0.0009
O	-0.0008	-0.001	0.0074
O	0.0046	0.0017	0.0024
O	-0.003	-0.0026	0.0034
O	-0.0006	-0.0013	0.0073
O	0.0024	0.0048	0.0005
O	-0.0014	0.0019	0.0033
O	0.0017	-0.0007	0.0064
O	-0.0001	0.0019	0.0049
O	0.0006	-0.0039	0.0037
O	0.0039	0.0027	0.0014
O	0.0021	-0.0021	0.0071
O	-0.0023	-0.0017	0.0005
O	-0.0038	0.0041	-0.0004
O	-0.0008	0.0001	0.0023
O	-0.0005	-0.0019	0.004
O	0.0009	0.0001	0.0047

The program warned: the cutoff lies below the one the program advises for these potential files; the exchange-correlation potential is rough where the density is thin.
